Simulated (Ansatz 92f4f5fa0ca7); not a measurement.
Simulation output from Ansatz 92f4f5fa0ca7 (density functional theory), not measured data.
Periodic cell of 273 atoms, Si157O104As12, from a study of silicon, its oxide and their interface. The atomic structure is a simulated model.
Doubt: the cutoff is far below the 930 eV that the study's wrapper takes by default for these files, so forces and energies are approximate.
This geometry differs little from another in the collection (a relaxation step or a small displacement).

Settings
functional: PBE
potential files: Ansatz PAW
basis: plane waves
wave-function cutoff: 580 eV
density cutoff ratio: 5
exchange-correlation grid ratio: 1
k mesh: 1 x 1 x 1, Gamma-centred
self-consistency stop: 5e-08 eV per atom in the density residual
occupations: fixed
spin: none
net charge: 0

Cell vectors (angstrom)
a, 11.6015, 0, 0
b, 0, 13.3963, 0
c, 0, 0, 31.1393

Atoms and the computed forces on them: element, x, y, z (angstrom), force x, y, z (eV/angstrom)
As, 11.6332, 0.0669, 24.2055, 0.0021, -0.0016, -0.0068
As, 3.8599, 0.0666, 24.2455, -0.0021, -0.0018, -0.0095
As, 7.7446, 0.0089, 24.1801, -0.0005, 0.0009, -0.0063
As, 1.9428, 3.3473, 24.2041, 0, 0.0001, -0.0086
Si, 5.7438, 3.3193, 24.501, -0.0017, -0.0041, 0.0031
Si, 9.7185, 3.3979, 24.5299, 0.0031, 0, 0.0023
As, 11.6598, 6.7032, 24.1195, -0.0017, 0.0007, -0.0083
Si, 3.8745, 6.7092, 24.4206, -0.0001, -0.0011, -0.0041
Si, 7.7468, 6.7717, 24.2276, 0.0014, 0.0037, -0.0038
Si, 2.0676, 10.1757, 24.4795, 0.0151, -0.0105, -0.006
As, 5.7998, 10.1463, 24.1602, -0.0024, 0.0014, -0.0087
Si, 9.6643, 10.1131, 24.3518, 0.0008, -0.0022, -0.0009
Si, 11.6552, 2.246, 25.279, 0, 0.0012, 0.0067
Si, 3.8111, 2.2357, 25.3243, 0.0008, -0.0002, 0.0088
Si, 7.7413, 2.2133, 25.2174, 0.0005, 0.0003, 0.0038
Si, 1.9225, 5.5809, 25.2341, 0, -0.001, 0.0087
Si, 5.851, 5.6034, 25.1561, -0.0028, 0.0006, -0.001
Si, 9.7016, 5.6939, 25.1791, 0.003, -0.0015, 0.0056
Si, 11.6562, 8.9539, 25.0891, -0.0066, 0.0013, 0.0046
Si, 3.9513, 8.9695, 25.2499, -0.0041, 0.0042, 0.0056
Si, 7.7108, 8.9971, 25.1483, 0.0014, 0.0009, 0.0041
Si, 1.9393, 12.3931, 25.3061, 0.0001, 0.0055, 0.0064
Si, 5.8032, 12.333, 25.2504, 0.0017, -0.0017, 0.0088
Si, 9.6961, 12.3473, 25.2193, -0.0026, -0.0008, 0.0069
Si, 11.606, 2.2483, 27.6229, -0.0026, -0.0004, -0.0069
Si, 3.8552, 2.2493, 27.6573, 0.0032, 0.0028, -0.0083
Si, 7.7351, 2.2503, 27.5864, 0, 0.0029, -0.0058
Si, 1.9283, 5.5984, 27.5918, 0.0033, 0.0016, -0.0067
Si, 5.8206, 5.6057, 27.551, 0.0008, -0.0004, -0.0015
Si, 9.6656, 5.6337, 27.5608, -0.0007, -0.0006, -0.0061
Si, 11.624, 8.9659, 27.5025, 0.0014, 0.0044, -0.0045
Si, 3.8971, 8.9337, 27.6058, -0.0005, -0.0013, -0.0066
Si, 7.7468, 8.9379, 27.5403, 0.0042, -0.0039, -0.0054
Si, 1.9357, 12.3096, 27.6419, -0.0017, -0.0053, -0.0064
Si, 5.8097, 12.2959, 27.5963, 0.0007, 0.0018, -0.008
Si, 9.671, 12.293, 27.5806, 0.0007, -0.0025, -0.0065
Si, 1.9251, 1.1362, 28.4178, 0.0007, 0.0006, -0.0057
Si, 5.8093, 1.1287, 28.3853, -0.002, -0.0029, -0.0026
Si, 9.6626, 1.1264, 28.3788, 0.0014, 0.0009, -0.003
Si, 11.5899, 4.4895, 28.3746, -0.0006, -0.0008, -0.0041
Si, 3.8792, 4.4985, 28.3716, -0.0029, -0.0024, -0.0034
Si, 7.742, 4.4896, 28.3624, 0.0013, -0.0009, -0.0017
Si, 1.933, 7.8384, 28.36, 0.0008, -0.0021, -0.0025
Si, 5.8287, 7.8216, 28.3788, -0.0008, 0.0003, -0.0026
Si, 9.6945, 7.8551, 28.3561, -0.0028, 0.001, -0.0038
Si, 11.6008, 11.1718, 28.3692, -0.0002, -0.0004, -0.0027
Si, 3.8775, 11.1744, 28.3792, 0, 0.0017, -0.0034
Si, 7.7392, 11.166, 28.3646, 0.0005, 0.004, -0.003
Si, 1.9336, 1.1164, 30.7444, 0.0001, 0.029, 0.3938
Si, 5.8008, 1.1164, 30.7444, 0.0266, 0.026, 0.1277
Si, 9.6679, 1.1164, 30.7444, -0.0281, 0.0019, 0.0206
Si, 0, 4.4654, 30.7444, -0.0537, 0.0876, -0.0588
Si, 3.8672, 4.4654, 30.7444, 0.0687, 0.1083, -0.0206
Si, 7.7343, 4.4654, 30.7444, 0.0114, 0.0442, -0.0569
Si, 1.9336, 7.8145, 30.7444, -0.0463, 0.0377, -0.0711
Si, 5.8008, 7.8145, 30.7444, 0.0832, -0.0149, 0.0194
Si, 9.6679, 7.8145, 30.7444, 0.0533, 0.074, -0.1078
Si, 0, 11.1635, 30.7444, -0.0224, -0.0208, -0.055
Si, 3.8672, 11.1635, 30.7444, 0.0308, 0.0171, -0.0082
Si, 7.7343, 11.1635, 30.7444, 0.0379, -0.0355, -0.146
Si, 0, 0, 0.3944, -0.096, -0.126, 0.1954
Si, 3.8672, 0, 0.3944, -0.0274, -0.0669, 0.0212
Si, 7.7343, 0, 0.3944, 0.0758, -0.0674, 0.1916
Si, 1.9336, 3.3491, 0.3944, -0.0274, -0.0355, 0.0629
Si, 5.8008, 3.3491, 0.3944, -0.0219, -0.0479, 0.0165
Si, 9.6679, 3.3491, 0.3944, 0.0265, -0.0541, 0.0192
Si, 0, 6.6981, 0.3944, -0.0168, -0.1437, -0.1922
Si, 3.8672, 6.6981, 0.3944, -0.011, -0.0303, -0.0559
Si, 7.7343, 6.6981, 0.3944, -0.0028, 0.0483, -0.067
Si, 1.9336, 10.0472, 0.3944, 0.0394, 0.076, 0.0413
Si, 5.8008, 10.0472, 0.3944, 0.0102, 0.0263, -0.0251
Si, 9.6679, 10.0472, 0.3944, -0.1562, 0.1239, -0.0179
Si, 11.5684, -0.0428, 2.7929, 0.0017, 0, 0.0007
Si, 3.856, -0.0206, 2.764, -0.0018, 0.0024, 0.0007
Si, 7.7415, -0.0302, 2.7932, -0.0026, -0.0003, 0.0011
Si, 1.9243, 3.3391, 2.7758, -0.0006, -0.0049, 0.001
Si, 5.793, 3.3319, 2.7661, 0.0028, 0.0012, 0.001
Si, 9.6661, 3.3254, 2.7671, -0.0017, 0.0024, 0.0012
Si, 11.5901, 6.6642, 2.7372, 0.0003, 0.0002, 0.0006
Si, 3.864, 6.6972, 2.7579, 0.0011, 0.004, 0.0002
Si, 7.7379, 6.7011, 2.7549, -0.0003, 0, 0.004
Si, 1.9267, 10.0617, 2.7702, 0.0006, -0.0028, 0.0011
Si, 5.7911, 10.0441, 2.7608, 0.0022, 0, 0.0015
Si, 9.6237, 10.0624, 2.757, 0.0002, 0.0014, -0.0014
Si, 11.5972, 2.1898, 3.5511, 0.0027, 0.0009, 0.0059
Si, 3.8563, 2.2058, 3.5464, -0.0013, -0.0013, 0.0058
Si, 7.7289, 2.2101, 3.5598, -0.0005, 0.0018, 0.0028
Si, 1.9294, 5.5874, 3.5464, 0.0003, 0.0022, -0.0002
Si, 5.8083, 5.5761, 3.5234, -0.003, -0.0047, 0.0042
Si, 9.6542, 5.5583, 3.5447, 0.0025, -0.0055, 0.0063
Si, 11.5609, 8.9148, 3.4052, 0.0018, 0.0014, 0.0034
Si, 3.8626, 8.9304, 3.5369, -0.0043, -0.0032, 0.0051
Si, 7.7122, 8.9289, 3.5787, -0.0019, 0.0038, 0.0044
Si, 1.9226, 12.2889, 3.6128, -0.0018, 0.0014, 0.0066
Si, 5.7912, 12.2668, 3.5766, 0.004, -0.0017, 0.0044
Si, 9.643, 12.2442, 3.6949, -0.0006, -0.0042, 0.0012
Si, 11.5711, 2.1378, 5.9179, -0.0076, 0.0012, -0.0099
Si, 3.8876, 2.1683, 5.9105, 0.005, 0.0059, -0.0097
Si, 7.721, 2.2124, 5.9162, -0.0005, -0.0029, -0.0083
Si, 1.9194, 5.5956, 5.9177, 0.0005, 0.0019, -0.0037
Si, 5.8357, 5.5824, 5.8736, 0.0028, 0.003, -0.0114
Si, 9.6115, 5.5454, 5.9037, -0.0066, 0.0023, -0.0134
Si, 11.47, 8.858, 5.7065, 0.0056, 0, -0.0055
Si, 3.8971, 8.942, 5.8887, 0.0033, 0.0017, -0.0098
Si, 7.6868, 8.8821, 5.9525, -0.0002, -0.003, -0.0077
Si, 1.9509, 12.228, 6.0122, -0.0007, 0.0008, -0.0097
Si, 5.7562, 12.2701, 5.9495, -0.0015, 0.0002, -0.0085
Si, 9.6094, 12.2477, 6.1523, 0.0025, 0.0001, -0.0031
Si, 1.9473, 1.1019, 6.8596, 0.0031, -0.0009, 0.0031
As, 5.8061, 1.0982, 6.9705, -0.0014, 0.0001, 0.0052
As, 9.6294, 1.1417, 7.0258, 0.005, -0.0006, 0.0045
Si, 11.5832, 4.4004, 6.6317, 0.0093, -0.0041, 0.0049
Si, 3.8873, 4.4377, 6.602, -0.0047, -0.0163, 0.0054
As, 7.708, 4.4406, 6.9632, 0.0002, 0.0023, 0.0079
Si, 1.8517, 7.903, 6.5915, -0.0038, 0.0022, -0.0007
As, 5.7737, 7.7625, 6.9612, 0.0042, 0.0008, 0.008
As, 9.6332, 7.7613, 6.9022, -0.0039, -0.0005, 0.0079
Si, 11.6116, 10.9994, 6.7007, -0.0019, 0.0007, 0.0001
As, 3.8813, 11.1165, 6.9997, 0.0014, -0.0007, 0.0072
Si, 7.5882, 11.084, 6.9331, -0.0021, -0.0015, -0.0031
O, 0.0545, 4.2417, 8.2759, -0.0023, -0.0018, -0.002
O, 7.235, 10.9522, 8.5774, 0.0001, 0.0024, -0.0012
O, 2.0008, 1.3079, 8.5374, -0.0012, 0.0005, -0.0004
O, 1.6471, 8.1904, 8.2325, -0.0007, -0.0006, -0.0006
O, 3.9255, 4.3899, 8.251, -0.0012, 0.0028, 0.0038
O, 0.2319, 10.5661, 8.312, 0.0002, -0.0011, -0.0005
O, 9.8565, 3.3946, 22.8757, -0.0006, -0.0004, -0.0026
O, 3.7944, 6.655, 22.757, -0.0003, -0.0006, -0.0012
O, 5.4863, 3.2179, 22.8581, -0.0004, 0.0012, -0.0026
O, 7.6709, 6.7857, 22.5373, -0.0006, -0.002, -0.0008
O, 2.4687, 10.3677, 22.8723, -0.0042, 0.007, -0.0041
O, 9.5248, 10.1707, 22.692, 0.0003, -0.0004, -0.0029
Si, 11.3298, 11.6397, 12.8527, 0.0013, -0.0003, 0.0026
Si, 9.5075, 12.3139, 19.1517, 0.0021, -0.0007, -0.0039
Si, 3.6294, 4.4152, 9.8278, 0.0039, 0.0036, 0.0024
Si, 5.9766, 12.5258, 14.9493, -0.0002, 0.0001, -0.0004
Si, 6.522, 4.3571, 13.924, 0.0002, -0.0007, 0.0002
Si, 11.4969, 8.5999, 13.301, 0.0004, -0.0001, 0.0017
Si, 0.3429, 10.6961, 19.6876, 0.0015, 0.0028, -0.0001
Si, 10.899, 1.9383, 11.3437, 0.0015, 0.0005, 0.0034
Si, 10.5135, 2.0374, 19.2748, 0.0018, -0.0016, -0.0044
Si, 9.2531, 4.0136, 21.5028, 0.0022, -0.0012, -0.0063
Si, 4.625, 12.049, 19.6671, 0.001, -0.0001, -0.0034
Si, 1.395, 0.9748, 16.3096, 0.0002, -0.0003, -0.0023
Si, 10.3368, 4.2669, 16.8785, 0.0008, -0.0009, -0.0035
Si, 1.8881, 0.6926, 10.0621, 0.0002, -0.0006, 0.0048
Si, 7.6862, 5.7474, 18.1451, 0.0001, 0.0001, -0.0049
Si, 2.3445, 4.5553, 13.7416, 0.0015, 0, 0.0013
Si, 7.3294, 10.8774, 10.2147, -0.0005, -0.001, 0.0078
Si, 5.7036, 3.5788, 17.0729, -0.0009, -0.0005, -0.0039
Si, 4.3346, 6.4938, 21.2329, 0.0002, 0, -0.0044
Si, 4.679, 9.1268, 19.8634, 0.0012, 0.0014, -0.0033
Si, 3.421, 11.9996, 16.7553, -0.0005, -0.0001, -0.0019
Si, 10.7245, 7.2682, 10.7234, 0.0005, -0.0005, 0.0026
Si, 11.5023, 2.8706, 14.3222, 0.0003, -0.0009, 0.0003
Si, 5.1462, 6.3297, 11.7127, -0.0011, -0.0011, 0.0023
Si, 0.2002, 6.9651, 17.4865, 0.0011, -0.0007, -0.003
Si, 5.1561, 8.5592, 14.5045, -0.0006, -0.0005, 0.0005
Si, 1.359, 9.7393, 17.0088, 0.0005, 0.0003, -0.0035
Si, 7.7654, 7.0015, 14.0755, 0.0005, -0.0007, 0.0014
Si, 1.8629, 2.4593, 18.9722, 0.0001, -0.0004, -0.003
Si, 6.5007, 1.3905, 13.2913, -0.0001, -0.0001, 0.0016
Si, 5.5181, 7.7505, 17.1622, -0.0005, -0.0002, -0.0033
Si, 7.904, 7.8646, 11.2298, 0, -0.0017, 0.0019
Si, 8.5914, 11.38, 16.336, 0.0002, 0.0004, -0.0025
Si, 4.9696, 1.6521, 19.2135, -0.0007, -0.0014, -0.0042
Si, 2.2379, 11.3157, 10.9725, 0.0001, -0.0008, 0.0041
Si, 8.8394, 13.2769, 11.6622, 0.0005, -0.0001, 0.0039
Si, 1.9738, 5.6673, 19.1769, 0.0005, -0.0012, -0.0027
Si, 6.0141, 3.7581, 21.4167, -0.0028, -0.0001, -0.0071
Si, 9.5121, 9.8801, 21.0924, -0.0019, 0.0023, -0.0036
Si, 8.5216, 6.7919, 21.1062, 0.0006, 0.0014, -0.0042
Si, 9.7472, 8.4053, 15.9491, 0.0004, -0.0004, -0.0026
Si, 11.3589, 12.0583, 15.7438, 0.0018, -0.0008, -0.002
Si, 5.0585, 10.993, 12.4177, -0.0005, -0.0004, 0.0035
Si, 3.5644, 5.3578, 16.6109, 0.0001, -0.0006, -0.0033
Si, 0.4027, 4.4834, 9.8337, -0.001, 0.0007, 0.0079
Si, 2.8401, 7.5448, 13.1904, 0.0008, -0.0007, 0.0022
Si, 2.7047, 10.8336, 21.3487, -0.0012, 0.0022, -0.0009
Si, 0.8904, 9.3161, 9.1526, 0.0005, -0.0001, 0.0051
Si, 3.8603, 2.3598, 11.8704, -0.0005, -0.0006, 0.0023
O, 2.4049, 12.5408, 9.8997, 0.0003, 0.0001, -0.0034
O, 5.5964, 8.9492, 16.0359, 0, -0.001, -0.0004
O, 3.599, 8.0414, 14.5551, 0.0006, 0.0005, -0.0017
O, 0.9065, 11.7655, 11.7687, 0, 0.0002, -0.0034
O, 7.592, 0.4392, 12.5453, 0.001, -0.0006, -0.0038
O, 5.625, 2.0537, 17.7288, 0.0007, 0.0003, -0.0002
O, 3.8016, 12.031, 21.0939, -0.0004, -0.0018, 0.0012
O, 4.1136, 7.5564, 12.1397, -0.0004, -0.0005, -0.0036
O, 8.6187, 7.3899, 15.3764, 0.0006, -0.0001, -0.0012
O, 9.7614, 12.1774, 15.548, 0.0003, -0.001, -0.0006
O, 6.1749, 7.3369, 14.158, 0.001, 0, -0.0012
O, 2.0119, 9.9119, 10.1801, 0.0008, 0.0001, -0.003
O, 5.4905, 12.1931, 13.4229, -0.0001, -0.001, -0.0026
O, 9.6693, 0.5819, 19.3049, 0.0001, -0.0005, 0.0002
O, 11.1327, 3.4199, 10.7074, -0.0006, -0.0018, -0.0027
O, 8.8191, 8.3957, 20.8346, -0.0015, -0.0026, -0.0002
O, 10.3986, 3.4925, 15.397, 0.0002, 0, -0.001
O, 5.3109, 5.1958, 21.0749, 0.0016, -0.0007, 0.0005
O, 4.6895, 8.427, 18.3902, 0.0009, -0.001, -0.0016
O, 5.472, 10.5965, 19.7075, -0.0003, -0.0007, 0.0013
O, 10.3753, 7.8011, 17.3462, 0.0008, -0.0004, 0.0003
O, 10.9089, 10.0645, 12.8882, 0.0004, -0.0008, -0.0025
O, 5.1694, 7.8722, 20.8283, 0.0003, 0.0005, -0.0001
O, 8.9446, 11.2927, 20.3707, 0, 0.0001, -0.0004
O, 0.111, 10.5806, 16.3533, -0.0001, 0.001, -0.0007
O, 6.9794, 7.1105, 17.5324, 0, -0.0006, 0.0005
O, 2.6839, 10.5509, 16.4383, 0.0003, -0.0008, -0.0002
O, 5.6424, 2.6366, 20.3118, 0.0012, 0.0006, 0.0005
O, 7.8858, 6.1978, 19.7073, -0.0005, -0.0008, 0.0004
O, 1.2582, 9.9148, 18.616, 0.0006, -0.0012, -0.0003
O, 2.675, 13.3541, 16.1927, 0, -0.0004, -0.0006
O, 8.5329, 11.9732, 17.8699, 0.0013, -0.0005, -0.0001
O, 5.4148, 0.0878, 19.5458, 0.0001, 0.0005, 0.0001
O, 5.0568, 1.4902, 12.5317, 0, -0.0007, -0.0027
O, 2.4528, 5.9113, 17.6329, -0.0001, 0.0003, 0.0002
O, 10.9417, 8.3716, 14.8165, -0.0002, -0.0004, -0.0014
O, 6.6622, 4.4764, 18.0404, 0.0006, -0.0003, 0.0009
O, 10.881, 2.1396, 12.9868, 0, -0.0001, -0.0022
O, 3.2156, 9.5279, 20.4833, 0.0002, -0.001, 0.0008
O, 5.4574, 5.1189, 12.8548, 0.0012, -0.0008, -0.0017
O, 8.3096, 7.878, 12.8165, 0.0004, -0.0003, -0.0016
O, 5.9052, 11.0411, 11.0188, -0.0009, -0.0007, -0.0031
O, 1.7821, 4.0521, 19.3899, 0.0003, 0.0001, 0.0003
O, 1.6996, 2.1665, 17.3704, 0, -0.0007, -0.0004
O, 8.3008, 12.1274, 10.6298, 0.0016, 0.0006, -0.0038
O, 5.3598, 9.6974, 13.3678, 0.0004, 0, -0.003
O, 2.3089, 6.0146, 13.0265, 0.0006, -0.0022, -0.0028
O, 10.4801, 2.9559, 17.8899, 0.0004, 0.0003, -0.0003
O, 7.8108, 5.3662, 13.9766, 0.0003, -0.0004, -0.0022
O, 4.3424, 5.7294, 10.4372, 0.0005, -0.0026, -0.0045
O, 11.5048, 5.4529, 16.8137, -0.0001, -0.0003, -0.0002
O, 0.3803, 0.9251, 10.6447, -0.0005, -0.0005, -0.0033
O, 0.1891, 13.3256, 16.6856, 0.0002, -0.0003, -0.0001
O, 6.2904, 0.7425, 14.8031, 0.0007, 0, -0.0004
O, 9.6797, 5.616, 21.3722, 0.0009, -0.0003, 0.0003
O, 4.8498, 12.0789, 16.0176, 0.0012, -0.0004, -0.0009
O, 0.787, 4.1381, 13.8253, 0.0002, -0.0001, -0.0023
O, 2.7843, 1.3212, 11.262, 0.0005, -0.0006, -0.0033
O, 3.323, 1.8087, 19.3723, 0.0009, -0.0003, 0.0002
O, 7.2635, 11.6785, 15.4653, 0.0013, -0.0012, -0.0002
O, 1.3033, 11.4213, 20.7718, 0.001, -0.0036, -0.0001
O, 1.5414, 8.5485, 13.1216, -0.0003, -0.0008, -0.0028
O, 9.4759, 1.2166, 10.9503, 0.0001, -0.0006, -0.0026
O, 9.1184, 7.0998, 10.4377, 0.0001, 0.0002, -0.0029
O, 0.5106, 1.7671, 19.6379, -0.0008, 0.0004, 0.0001
O, 3.1762, 3.3754, 12.9705, -0.0002, 0.0009, -0.0005
O, 6.011, 3.9225, 15.467, 0.0006, -0.0003, -0.0006
O, 11.0108, 9.64, 20.4986, 0.0041, -0.0002, -0.0014
O, 2.9815, 4.8554, 15.2018, -0.0006, -0.0006, -0.0033
O, 4.3908, 3.1748, 10.5639, 0.0005, -0.0009, -0.0038
O, 0.9407, 1.7677, 14.9619, 0.0003, -0.0001, -0.0008
O, 3.4927, 11.1207, 11.9942, 0.0014, -0.0007, -0.0029
O, 7.86, 9.3893, 10.6491, 0.0001, -0.0007, -0.0038
O, 3.6047, 12.0364, 18.379, -0.0002, -0.0003, -0.0001
O, 11.5439, 5.9821, 10.2155, -0.0003, 0.0007, -0.0038
O, 9.8306, 3.0414, 20.3502, -0.0007, 0.0009, 0.0007
O, 10.0203, 12.547, 12.5297, -0.0003, -0.0002, -0.0038
O, 4.7002, 6.5022, 16.5038, 0.0012, 0.0007, 0.0004
O, 0.4049, 12.1512, 14.2531, 0, -0.0007, -0.0012
O, 0.5993, 6.5916, 19.0662, -0.0004, 0, 0.0002
O, 2.0118, 4.3414, 10.1158, 0.0016, -0.0016, -0.0007
O, 11.0404, 11.805, 18.9173, -0.0026, -0.0006, 0.0016
O, 4.1687, 4.0449, 17.3424, 0.0005, -0.0001, 0
O, 1.2514, 8.1038, 16.794, -0.0002, -0.0004, 0.0004
O, 7.0499, 2.9322, 13.3324, 0.0002, -0.0005, -0.0025
O, 11.2884, 8.6069, 9.9848, 0.0001, -0.0002, -0.0025
O, 3.0216, 6.265, 20.267, 0, 0.0002, 0
O, 8.9547, 9.7882, 16.3005, 0.0003, -0.0005, -0.0007
O, 9.0052, 5.1392, 17.3535, 0.0003, -0.0002, 0.0003
O, 7.626, 3.9233, 21.5004, 0.0014, 0.0005, 0.0007
O, 10.949, 7.4229, 12.3293, 0.0007, -0.0003, -0.001
O, 6.5119, 7.0153, 11.1129, 0.0009, 0.0004, -0.0032

Results
free energy: -217229.121 eV
free energy less fixed offsets of As -4856.12, O -568.88, Si -635.61 eV per atom: -1.391 eV

The program warned: the cutoff lies below the one the program advises for these potential files; the forces do not sum to zero within the program's tolerance; the exchange-correlation potential is rough where the density is thin.
